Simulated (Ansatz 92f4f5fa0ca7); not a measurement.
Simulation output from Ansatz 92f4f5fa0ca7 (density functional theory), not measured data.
Periodic cell of 166 atoms, Si98O68, from a study of silicon, its oxide and their interface. The atomic structure is a simulated model.

Settings
functional: r2SCAN
potential files: Ansatz norm-conserving
basis: plane waves
wave-function cutoff: 1300 eV
density cutoff ratio: 4
exchange-correlation grid ratio: 1
k mesh: 2 x 2 x 1, shifted by 0.5 0.5 0.5 of a step
self-consistency stop: 5e-08 eV per atom in the density residual
occupations: Fermi-Dirac, 0.05 eV
spin: none
net charge: 0

Cell vectors (angstrom)
a, 10.88, 0, 0
b, 0, 10.88, 0
c, 0, 0, 23.4403

Atoms: element, x, y, z (angstrom)
Si, 1.6876, 1.4592, 1.3712
Si, 4.1294, 5.2818, -2.1273
Si, 1.5017, 6.8236, 1.5927
Si, 5.273, 3.2555, 0.6295
Si, 4.4473, -0.2914, -0.5268
Si, 11.8486, 0.9069, -2.7791
Si, 8.74, -1.6705, 1.6379
Si, 8.367, 6.0056, -1.6298
Si, -0.4157, 0.6495, 0.0012
Si, 2.8825, 3.5763, 0.7404
Si, 1.3773, 5.4632, -0.2491
Si, 1.5758, 8.1624, -0.5141
Si, 2.214, -0.548, -0.2758
Si, 11.2775, 3.1342, -0.0552
Si, 6.3101, -0.5895, 1.0356
Si, 6.9908, 5.7474, 0.7539
Si, 0.1686, 2.4263, 2.6246
Si, 2.8068, -0.2296, 2.6307
Si, -0.0511, 8.2078, 2.5687
Si, 3.1295, 5.3161, 2.5337
Si, 5.72, 2.3446, 2.8794
Si, 7.5132, 0.6044, 2.923
Si, 5.8212, 7.8494, 2.8918
Si, 7.5933, 6.0051, 2.9385
Si, 1.36, 4.08, 4.0496
Si, 4.08, 1.36, 4.0496
Si, 1.36, 9.52, 4.0496
Si, 4.08, 6.8, 4.0496
Si, 6.8, 4.08, 4.0496
Si, 9.52, 1.36, 4.0496
Si, 6.8, 9.52, 4.0496
Si, 9.52, 6.8, 4.0496
Si, 0, 0, 5.3994
Si, 2.72, 2.72, 5.3994
Si, 0, 5.44, 5.3994
Si, 2.72, 8.16, 5.3994
Si, 5.44, 0, 5.3994
Si, 8.16, 2.72, 5.3994
Si, 5.44, 5.44, 5.3994
Si, 8.16, 8.16, 5.3994
Si, 1.36, 1.36, 6.7493
Si, 4.08, 4.08, 6.7493
Si, 1.36, 6.8, 6.7493
Si, 4.08, 9.52, 6.7493
Si, 6.8, 1.36, 6.7493
Si, 9.52, 4.08, 6.7493
Si, 6.8, 6.8, 6.7493
Si, 9.52, 9.52, 6.7493
Si, -0.0978, 2.8049, 8.1072
Si, 2.7867, 0.0024, 7.9633
Si, 0.0507, 8.1392, 8.0237
Si, 2.824, 5.4922, 8.21
Si, 5.3884, 2.6644, 8.1475
Si, 8.1107, -0.0466, 8.1103
Si, 5.4677, 8.244, 8.1487
Si, 8.243, 5.5487, 8.1377
Si, -1.3283, 7.1416, 10.2387
Si, 5.0269, 1.7921, 11.0302
Si, 1.4259, 9.217, 9.4258
Si, 3.943, 6.8177, 9.8574
Si, 7.3895, 2.7208, 10.3993
Si, 9.2153, 1.4853, 9.5634
Si, 6.6167, 9.8604, 9.3659
Si, 6.0481, 8.0906, 12.8603
Si, 1.0198, 0.7843, 10.359
Si, -1.3762, 4.5724, 9.9513
Si, 1.232, 3.3473, 9.7879
Si, 5.3899, 10.1949, 13.2316
Si, 6.2925, -3.6827, 10.747
Si, 7.0289, 0.2903, 11.3788
Si, 4.6965, 6.4496, 13.9096
Si, 8.2291, 7.978, 12.8611
Si, 0.1176, -1.8024, 11.5986
Si, 7.581, 4.783, 11.9079
Si, 6.972, 4.2436, 14.6846
Si, -8.7915, 6.2062, 12.5659
Si, -0.2667, 1.7875, 15.5007
Si, 1.5916, 3.7556, 14.3122
Si, 17.0054, 1.65, 15.2351
Si, -6.2965, 3.0934, 17.5126
Si, 2.538, 0.4274, 12.963
Si, 10.0084, 9.3785, 14.7681
Si, 14.8064, 7.6797, 16.4927
Si, 4.0345, -3.2783, 19.3955
Si, 5.4881, 2.1776, 21.4062
Si, 2.6969, 5.0918, 16.9221
Si, 2.6975, 10.2523, 16.1687
Si, 4.0325, 14.6876, 12.6318
Si, 11.2186, 8.4895, 17.0417
Si, 7.3449, 3.2594, 18.8003
Si, 11.2063, 5.5447, 18.7248
Si, 8.4954, 1.6043, 17.6091
Si, 1.9476, 1.6777, 17.8022
Si, 11.0991, 6.9234, 21.6052
Si, 9.4457, 4.3584, 19.7193
Si, 5.6594, 6.8965, 21.8179
Si, 8.9962, 1.0972, 20.0673
Si, 11.9247, 9.1379, 19.8855
O, 1.151, 2.0511, -1.4708
O, -1.514, -0.4191, 0.5779
O, 4.1826, -6.2752, -6.2998
O, 1.3041, 1.5609, -4.2903
O, -2.9285, 5.1057, -0.4081
O, 8.6773, -1.6488, -9.7504
O, 4.6427, 3.6812, -2.344
O, 5.0585, 11.4219, -1.8956
O, 5.6437, 4.8088, 1.092
O, 9.7364, 2.5505, -3.6423
O, 11.1166, 9.3198, -4.9155
O, 4.8294, 8.0832, -2.5948
O, 6.3426, -3.7718, -0.0954
O, 9.4576, 7.2815, -1.5843
O, 7.0226, 6.5132, -2.4479
O, -5.8549, 4.7175, 13.7078
O, -7.0071, -0.4201, 12.5175
O, 2.1295, 4.6441, 9.5059
O, -1.9306, 5.8884, 11.3771
O, 1.331, 4.9876, 13.3285
O, 2.6407, 8.0323, 9.6171
O, -1.4917, 13.4096, 16.2334
O, 3.236, -5.7872, 11.7971
O, 4.8609, 2.0227, 16.2708
O, 4.5761, -8.7894, 9.5252
O, 7.9688, 4.7055, 13.4413
O, 2.6991, 11.1629, 17.3936
O, 10.4022, 11.9953, 10.5609
O, 7.775, 7.5718, 9.8551
O, 2.3577, 10.8055, 14.4461
O, -8.8084, 4.3833, 15.5891
O, 6.5313, 3.4709, 9.2481
O, 9.4783, 8.2175, 11.3969
O, 11.1213, 9.0054, 13.2014
O, 4.6623, -3.5586, 17.9327
O, -7.9143, 2.7187, 13.7647
O, 1.3449, -3.7184, 11.7765
O, 2.2109, 1.9495, 10.367
O, 11.6102, 1.7888, 16.6679
O, 6.1723, -5.055, 11.6662
O, 5.8653, 3.7634, 18.2056
O, 3.1995, 6.8883, 13.4562
O, 12.2883, 4.4998, 18.0386
O, 3.3033, 2.4823, 18.263
O, 6.3992, 2.6969, 14.2072
O, 12.7331, -0.5237, 20.5095
O, 4.9393, 7.1179, 15.3294
O, 0.397, 2.6045, 14.1745
O, 10.2733, 10.9989, 15.2231
O, 5.4387, 10.9979, 14.8376
O, 12.3095, 9.0953, 16.0342
O, 3.6131, -4.9101, 19.9164
O, 6.7786, 2.1961, 20.366
O, 2.7239, 5.3554, 22.4401
O, 9.2988, 4.6235, 21.3726
O, -3.6172, 1.4072, 16.4492
O, 3.9012, -1.6325, 15.9091
O, 1.3167, 11.3864, 11.8527
O, 6.2351, 2.6485, 22.8445
O, 8.0406, 4.6129, 19.0861
O, 10.4116, 11.2857, 20.3578
O, 13.3182, 8.5599, 19.1559
O, 10.7666, 6.7668, 17.5881
O, 13.3996, 6.7414, 16.8905
O, 9.8495, 8.6398, 16.108
O, 0.6998, 6.1484, 20.2068
O, 19.5064, 0.258, 18.6456
O, 11.2297, 8.5405, 21.1877

Results
free energy: -43022.625 eV
free energy less fixed offsets of O -463.61, Si -117.95 eV per atom: 61.955 eV
pressure: -1.20 GPa
stress xx, yy, zz, yz, xz, xy (GPa, positive in tension): 0.12, 3.26, 0.21, -0.38, -0.73, -1.22

Forces (eV/angstrom), in the order of the atoms: element, x, y, z
Si, 1.1271, -0.7569, -0.3288
Si, -2.1695, -1.7373, 0.8946
Si, 0.7464, 0.1232, -0.4003
Si, 0.1004, -0.6938, 1.2574
Si, 1.6163, 0.2558, -0.0039
Si, 2.524, 3.0612, 0.3318
Si, 0.1482, 1.6896, -1.0275
Si, 2.134, -0.0362, -1.6653
Si, -0.0659, -0.5005, 0.0009
Si, -0.0022, -0.863, 1.3121
Si, -4.0717, -0.5304, 1.0195
Si, 1.9669, 0.1732, 2.6965
Si, -0.779, 0.5875, 1.381
Si, 0.5201, -1.2247, -1.096
Si, -0.5376, -1.3671, 0.6506
Si, -1.3799, 0.6319, -0.0241
Si, -0.5293, 2.0411, 1.4225
Si, 0.7949, 0.6351, -0.5219
Si, -0.5809, -0.1519, 0.8796
Si, -2.3245, -0.8453, 0.413
Si, 1.1903, 0.1698, -1.3577
Si, -0.351, -0.306, -0.2842
Si, 0.1154, 0.0768, -0.6977
Si, 0.1244, 0.6489, -0.0873
Si, 0.4881, 0.0851, -1.1547
Si, -0.8474, -1.2322, -0.0112
Si, -0.478, -0.431, -0.4751
Si, 0.5956, -0.089, -0.0287
Si, -0.3007, 0.1615, 0.1262
Si, -0.502, 0.0243, -0.6655
Si, 0.3371, 0.3593, 0.6755
Si, 0.1291, 0.6192, -0.4177
Si, 0.0072, -0.115, -0.0554
Si, -0.187, 0.0525, -0.0135
Si, -0.174, -0.3381, -0.2341
Si, -0.0913, -0.1178, -0.2076
Si, -0.2536, -0.2294, 0.2184
Si, 0.4232, 0.4981, 0.0496
Si, -0.1069, -0.2534, 0.3781
Si, 0.602, 0.4293, 0.1842
Si, -0.5108, 0.2431, 0.2187
Si, -0.0015, 0.012, 0.8428
Si, 0.5301, -0.8463, 0.3415
Si, 0.4105, -0.5579, -0.4788
Si, -0.3062, -0.3153, 0.1873
Si, -0.5462, 1.1931, -0.3055
Si, -0.1314, 0.5078, 0.6473
Si, 0.0057, -0.1411, 0.29
Si, -0.3859, -2.1599, -1.0023
Si, -0.5544, -0.2468, 1.0072
Si, -1.5567, 0.3874, 0.8501
Si, 0.2406, -0.2485, 0.3158
Si, 0.8688, 0.8199, 2.0414
Si, 1.57, 0.7804, -0.6124
Si, -0.5513, -0.7531, -0.1386
Si, 0.9268, -1.0108, 0.0435
Si, -2.8187, -3.1852, -3.8898
Si, 0.1974, 0.6873, 1.7205
Si, 2.3013, 0.765, 0.133
Si, -0.5676, 2.4671, -1.9249
Si, 0.6678, 1.2396, 1.6025
Si, -1.2832, 1.3321, -2.4587
Si, -0.9059, -0.4269, 1.2482
Si, -2.1648, -0.397, -0.0631
Si, 3.4364, -1.4255, -3.3042
Si, 0.1221, 0.708, -0.0815
Si, 1.0103, 0.0908, 1.0477
Si, 0.1578, 2.6997, 0.5796
Si, -0.5763, 1.4255, -1.6995
Si, -1.4142, -0.3032, 0.5885
Si, 1.1708, 0.0648, -2.3434
Si, 1.6255, -2.4042, -0.019
Si, 1.0747, -2.6909, 1.4239
Si, 0.2216, 1.3576, -2.9219
Si, -0.1774, 0.4037, 0.7306
Si, 3.3591, -6.1391, 0.9848
Si, -1.6128, -1.5781, -2.7503
Si, -0.2365, -3.6642, -5.0902
Si, -2.1087, -6.5903, 6.9348
Si, 1.0538, -1.1089, -1.7082
Si, 0.809, -0.0781, -0.4746
Si, 0.3341, 4.6343, -6.8109
Si, 0.7355, -0.683, -0.0163
Si, -3.7362, -0.9262, 3.3316
Si, 2.2185, 1.2898, 0.1327
Si, -4.1614, -0.2247, 1.3418
Si, -2.3456, -1.8505, -6.3649
Si, -0.5224, -0.5649, -1.2346
Si, -2.6659, -2.9623, 4.0649
Si, -5.152, -3.8023, 0.4545
Si, -0.6934, 1.0454, -1.1247
Si, -2.6967, 0.8375, -4.084
Si, 0.7489, 0.069, -1.6221
Si, -1.5454, -1.265, -0.489
Si, 3.9906, -2.8967, 2.8976
Si, 0.4556, 0.9073, 0.0606
Si, -0.443, -0.8065, 1.9799
Si, 2.7589, -0.2897, -1.4011
O, -0.0074, -0.992, -2.8662
O, 0.4051, -0.5618, 0.8248
O, -2.3611, 1.5484, -1.6697
O, -1.9386, -0.3178, 4.7102
O, -1.7421, 0.4105, 3.4043
O, 2.0117, 2.58, 3.7133
O, -0.6397, -0.3271, 0.2988
O, -0.8026, 2.3907, 0.2602
O, 1.2653, 0.2231, -1.7238
O, -1.3046, 3.9855, -1.1065
O, -1.0555, -0.7837, -2.7854
O, 0.4849, -0.888, -1.2817
O, -0.8175, -0.7216, -0.7535
O, -1.2995, -3.1014, 0.1465
O, 1.1251, -0.326, -0.0946
O, -1.1891, 1.9399, 0.8342
O, -0.2834, 0.2547, 0.3507
O, 0.2343, 0.1793, -1.1392
O, -0.5393, -1.9297, 0.0457
O, -1.2668, -0.2917, 0.4889
O, 0.5228, 0.5343, 0.7166
O, -0.8013, -1.2268, 1.5789
O, 0.2662, -1.6475, 1.4904
O, -0.2242, 2.0879, 0.8093
O, -0.2957, -0.0464, -2.3316
O, -0.5589, -0.8011, 1.0373
O, -0.0314, 0.2713, 0.2627
O, -2.7325, 0.0749, 1.5527
O, -1.1664, -0.9064, 0.8872
O, -0.3246, 0.5129, 3.612
O, 1.4989, 1.6086, 4.2483
O, -0.8929, 0.0855, -2.6586
O, 0.9269, 3.5426, 3.0337
O, -1.1439, 1.4052, 3.4482
O, 0.295, 2.2941, 0.3179
O, -0.4771, 2.665, -1.6676
O, -4.5482, 4.3822, -3.799
O, -2.445, 3.2566, -2.0531
O, 5.321, 0.141, 3.2817
O, 3.5262, -2.7181, -0.979
O, 2.7478, -2.5317, 1.7622
O, 1.3795, 0.6175, 2.5859
O, 1.9929, 2.1656, -0.9937
O, 0.1693, 0.7507, -0.8617
O, 1.7033, 2.7529, -3.5262
O, -0.2031, 4.0537, 1.7938
O, -1.0707, -0.9476, 2.6323
O, -0.4248, 0.16, 2.1789
O, -0.1749, 0.2686, -1.0085
O, 1.4883, 0.8296, -3.3053
O, 0.5406, 0.7571, 1.2686
O, 0.5391, 1.5056, -0.7311
O, -0.0852, 1.7321, -2.544
O, 5.8366, -0.3508, -3.9698
O, -0.0472, 1.8125, -3.8274
O, 0.0342, -0.8918, -0.3571
O, 0.2349, -2.0291, 2.1905
O, 2.6335, -2.4652, 7.5377
O, -1.818, -0.1001, 0.409
O, -0.8605, 1.9313, -0.4035
O, -0.6878, -2.7189, 1.1356
O, 3.9458, -3.6546, 0.2712
O, 1.8856, 1.3502, 0.5377
O, 2.0373, -0.0172, -1.8847
O, 0.5954, -1.6081, 1.7247
O, -0.0249, 0.7413, -0.2469
O, 0.1357, 2.8584, -2.0001
O, -0.0811, 0.3034, -1.5715
